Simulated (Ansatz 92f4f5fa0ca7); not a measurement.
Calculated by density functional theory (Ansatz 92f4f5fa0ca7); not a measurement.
Periodic cell of 236 atoms, Si145O89B2, from a study of silicon, its oxide and their interface. The atomic structure is a simulated model.

Settings: functional PBE; potential files Ansatz PAW; basis plane waves; wave-function cutoff 700 eV; density cutoff ratio 5; exchange-correlation grid ratio 1; k mesh 2 x 2 x 1, shifted by 0.5 0.5 0.5 of a step; self-consistency stop 5e-08 eV per atom in the density residual; occupations fixed; spin none; net charge 0.

Cell vectors (angstrom)
a, 11.6015, 0, 0
b, 0, 10.938, 0
c, 0, 0, 32.0622

Atoms and the computed forces on them: element, x, y, z (angstrom), force x, y, z (eV/angstrom)
Si, -0.1814, -0.0636, 23.2588, 0.0069, -0.0336, -0.0193
Si, 3.6873, 0.2273, 23.076, -0.0371, -0.0548, 0.0012
Si, 7.562, -0.1217, 23.4299, 0.0465, -0.0494, -0.0612
Si, 1.6961, 1.3836, 23.3999, -0.0516, 0.0381, -0.0302
Si, 5.7496, 1.4269, 23.1751, 0.0795, 0.0603, 0.0029
Si, 9.4584, 1.2332, 23.3376, -0.0291, 0.0377, -0.0286
Si, 0.1793, 5.3443, 23.4341, -0.0728, -0.0273, -0.0378
Si, 4.1288, 5.3091, 23.3776, -0.0102, -0.0111, -0.0701
Si, 8.043, 5.6171, 23.532, 0.038, -0.0653, 0.0023
Si, 2.1776, 6.6187, 23.3599, -0.0018, 0.0651, 0.0107
Si, 5.9747, 6.7788, 23.4667, -0.0813, 0.0379, -0.025
Si, 10.0131, 6.8821, 23.5877, 0.0305, 0.0181, -0.0691
Si, 1.9113, 2.6731, 25.3689, 0.0094, -0.0563, -0.0071
Si, 5.8383, 2.6666, 25.2461, 0.0467, -0.0691, -0.017
Si, 9.6433, 2.6959, 25.2421, 0.0129, -0.0866, -0.0195
Si, 11.6099, 4.0229, 25.3602, 0.0145, 0.0679, -0.0096
Si, 3.899, 3.9841, 25.308, -0.0024, 0.0667, 0.0201
Si, 7.7518, 4.0992, 25.3288, -0.018, 0.0874, -0.0077
Si, 1.9858, 8.1637, 25.1958, 0.0069, -0.091, 0.0101
Si, 5.7835, 8.1771, 25.3544, -0.0217, -0.0749, -0.0071
Si, 9.7185, 8.2755, 25.4222, 0.0069, -0.0554, 0.0007
Si, 11.6482, 9.5704, 25.2561, 0.0411, 0.0694, -0.0146
Si, 3.8767, 9.6027, 25.0578, 0.0168, 0.0997, -0.0081
Si, 7.6977, 9.5329, 25.3943, -0.0075, 0.0565, -0.0137
Si, 11.6552, -0.0033, 27.2026, -0.0175, -0.0496, 0.0014
Si, 3.9066, -0.0479, 27.1157, -0.021, -0.0437, 0.0104
Si, 7.7639, -0.0075, 27.2758, -0.0125, -0.0346, -0.0035
Si, 1.9903, 1.3204, 27.2698, -0.0047, 0.0449, 0.0038
Si, 5.8324, 1.3305, 27.1991, -0.0208, 0.0433, 0.0165
Si, 9.7018, 1.3424, 27.1966, -0.0192, 0.0367, 0.0153
Si, 11.5988, 5.4746, 27.2265, 0.0149, -0.0477, 0.0056
Si, 3.8523, 5.4266, 27.2085, 0.001, -0.041, -0.0043
Si, 7.7187, 5.4651, 27.2555, 0.0157, -0.0446, 0.0031
Si, 1.9443, 6.8324, 27.1776, 0.0235, 0.0465, 0.0122
Si, 5.7657, 6.8044, 27.2635, 0.0045, 0.0457, 0.0027
Si, 9.6607, 6.8213, 27.273, -0.0013, 0.0339, -0.0035
Si, 1.9489, 2.7267, 29.1713, -0.0012, -0.0277, -0.0019
Si, 5.7971, 2.7134, 29.1396, 0.0032, -0.0275, 0.0039
Si, 9.6837, 2.7271, 29.141, 0.0011, -0.0297, -0.0042
Si, 0.0151, 4.1008, 29.1575, -0.0028, 0.0279, 0.0143
Si, 3.8709, 4.0915, 29.1633, 0.0023, 0.0302, 0.0079
Si, 7.7338, 4.0832, 29.1693, 0.0005, 0.0248, 0.0078
Si, 1.9462, 8.1879, 29.1359, 0.0042, -0.0257, 0.0133
Si, 5.7939, 8.1945, 29.172, -0.0065, -0.0211, 0.0048
Si, 9.677, 8.2052, 29.183, 0.0021, -0.0244, -0.008
Si, 0.014, 9.564, 29.1461, 0.0033, 0.0291, 0.0093
Si, 3.8747, 9.5706, 29.1185, -0.001, 0.0329, 0.0112
Si, 7.7369, 9.5512, 29.1857, 0.0031, 0.0265, -0.0006
Si, 0, 0, 31.0965, 0.032, -0.0335, -0.087
Si, 3.8672, 0, 31.0965, -0.0055, -0.0333, -0.2387
Si, 7.7343, 0, 31.0965, -0.028, 0.0039, 0.0973
Si, 1.9336, 1.3673, 31.0965, -0.0062, -0.0285, 0.0851
Si, 5.8008, 1.3673, 31.0965, -0.0044, 0.0374, -0.1149
Si, 9.6679, 1.3673, 31.0965, 0.0156, -0.0092, -0.1075
Si, 0, 5.469, 31.0965, 0.0085, -0.0639, -0.028
Si, 3.8672, 5.469, 31.0965, 0.019, -0.0132, -0.025
Si, 7.7343, 5.469, 31.0965, -0.0045, -0.0861, -0.0065
Si, 1.9336, 6.8362, 31.0965, 0.0127, 0.0427, -0.1248
Si, 5.8008, 6.8362, 31.0965, -0.0322, -0.0181, 0.0795
Si, 9.6679, 6.8362, 31.0965, 0.0368, -0.075, 0.1163
Si, 1.9336, 2.7345, 0.9679, -0.0484, -0.0606, 0.1406
Si, 5.8008, 2.7345, 0.9679, -0.011, -0.0563, -0.1619
Si, 9.6679, 2.7345, 0.9679, 0.0095, -0.0282, 0.099
Si, 0, 4.1018, 0.9679, -0.0781, -0.0107, -0.1335
Si, 3.8672, 4.1018, 0.9679, 0.0196, 0.0227, 0.1332
Si, 7.7343, 4.1018, 0.9679, 0.0262, 0.0434, -0.0019
Si, 1.9336, 8.2035, 0.9679, -0.0068, -0.0049, -0.0826
Si, 5.8008, 8.2035, 0.9679, 0.0138, 0.0113, -0.0127
Si, 9.6679, 8.2035, 0.9679, -0.0449, 0.0774, -0.0112
Si, 0, 9.5708, 0.9679, -0.0276, 0.0693, 0.1356
Si, 3.8672, 9.5708, 0.9679, -0.0613, 0.0339, 0.1015
Si, 7.7343, 9.5708, 0.9679, 0.0346, 0.017, 0.0703
Si, 11.5793, -0.0103, 2.938, 0.0084, -0.0641, -0.0164
Si, 3.8349, 0.0055, 2.9257, -0.0076, -0.0429, -0.0106
Si, 7.74, -0.0146, 2.9204, 0.016, -0.0575, -0.0053
Si, 1.9015, 1.3848, 2.9322, 0.0006, 0.0401, -0.0162
Si, 5.7997, 1.3365, 2.8636, -0.003, 0.0477, -0.0177
Si, 9.6504, 1.3663, 2.9197, -0.0079, 0.0574, -0.0161
Si, 11.5604, 5.4861, 2.8712, -0.0111, -0.0489, 0.0059
Si, 3.8659, 5.4774, 2.9152, 0.0117, -0.0403, -0.0095
Si, 7.7309, 5.4865, 2.8884, 0.0083, -0.0478, -0.0041
Si, 1.9079, 6.8074, 2.8709, -0.005, 0.0445, -0.002
Si, 5.8041, 6.8424, 2.8969, -0.0144, 0.0379, 0.0042
Si, 9.6497, 6.8667, 2.9121, -0.004, 0.053, -0.0154
Si, 1.8794, 2.8227, 4.8388, 0.0143, -0.0633, 0.0216
Si, 5.7971, 2.7258, 4.7505, 0.0011, -0.0907, 0.0471
Si, 9.6001, 2.7639, 4.8481, 0.002, -0.0737, 0.0111
Si, 11.5152, 4.139, 4.795, 0.0089, 0.0878, -0.0219
Si, 3.8721, 4.1201, 4.864, 0.0253, 0.072, 0.0236
Si, 7.6977, 4.152, 4.8313, 0.0099, 0.1119, 0.0109
Si, 1.8776, 8.1435, 4.8001, 0.0016, -0.077, 0.0219
Si, 5.8067, 8.2445, 4.8029, 0.0278, -0.0779, 0.0035
Si, 9.6402, 8.1438, 4.9565, -0.0022, -0.1009, -0.0255
Si, 11.5845, 9.5706, 4.9035, 0.0076, 0.1061, 0.0123
Si, 3.8168, 9.4699, 4.8023, -0.0374, 0.0906, -0.0013
Si, 7.7521, 9.6134, 4.9053, -0.0023, 0.0791, 0.0112
Si, 11.5862, 0.1259, 6.819, -0.0187, -0.0773, -0.0074
Si, 3.7819, -0.0404, 6.6483, -0.0525, 0.0313, 0.0832
Si, 7.7517, 0.0476, 6.9116, 0.0613, -0.0525, -0.0003
Si, 2.0264, 1.4632, 6.7613, 0.0793, 0.0251, -0.0137
Si, 5.7355, 1.2842, 6.6276, -0.1446, 0.0687, -0.0228
Si, 9.691, 1.5016, 6.8676, -0.0381, 0.0252, 0.0698
Si, 11.3009, 5.613, 6.6676, -0.0514, -0.0712, 0.0886
Si, 3.88, 5.4874, 6.8495, 0.0437, -0.0158, 0.0351
Si, 7.8176, 5.7003, 6.6921, 0.0404, -0.1323, 0.0816
Si, 1.8168, 6.7295, 6.708, 0.0677, 0.0466, 0.0059
Si, 5.8175, 6.9554, 6.7685, -0.0965, 0.043, 0.0305
B, 9.5919, 6.5778, 6.2323, -0.0242, 0.0781, -0.0154
O, 7.7288, 9.9177, 8.2125, -0.0134, -0.0109, -0.0194
O, 7.6577, 4.8613, 8.1282, 0.0243, 0.015, -0.0192
O, 3.4331, 10.4231, 8.2284, 0.0664, -0.0531, 0.041
O, 1.7804, 7.7636, 8.0029, -0.0152, 0.0061, -0.0058
O, 3.9538, 4.5891, 8.2716, -0.0075, -0.0033, -0.0351
O, 9.8844, 2.4389, 8.2469, -0.003, 0.0384, -0.0099
O, 2.5883, 2.3287, 8.1077, -0.0206, 0.0233, -0.0274
O, 11.2163, 4.7426, 8.0787, -0.0107, -0.0237, -0.0095
O, 5.3411, 2.3902, 7.8049, -0.0022, 0.0054, -0.0154
O, 5.8898, 7.9523, 8.1149, 0.029, 0.0064, -0.0343
O, 11.2538, 10.1118, 8.136, 0.0578, -0.0079, -0.027
O, 11.2959, 10.0806, 21.7816, 0.0014, -0.0095, 0.0327
O, 3.2699, 10.7805, 21.4812, 0.0539, -0.0234, -0.0018
O, 5.7707, 7.7959, 22.1595, 0.043, 0.025, 0.0131
O, 4.2307, 4.4641, 21.9253, 0.0273, -0.0274, 0.0065
O, 7.6851, 9.6994, 22.1716, -0.0406, -0.0064, 0.0121
O, 10.2892, 7.6856, 22.1613, -0.0057, 0.0378, 0.0003
O, 1.6136, 2.4165, 22.1026, -0.0166, 0.0208, 0.0026
O, 5.9617, 2.4615, 21.8653, -0.0341, 0.0047, 0.0249
O, 8.4746, 4.7245, 22.1925, -0.0365, -0.0054, -0.0109
O, -0.0386, 4.4901, 22.0035, 0.0357, -0.0196, 0.016
O, 2.3748, 7.4626, 21.9459, -0.0237, 0.0079, 0.011
O, 9.1527, 1.8765, 21.8333, 0.0422, 0.0203, -0.0083
Si, 1.8691, 8.0445, 9.5852, 0.0092, -0.0026, 0.0082
Si, 5.0819, 0.6464, 17.6373, -0.0032, -0.0004, -0.0005
Si, 2.5143, 5.5054, 13.9766, -0.0002, -0.0006, 0.0018
Si, 10.6218, 3.9666, 14.0578, -0.0008, -0.0044, 0.0031
Si, 8.345, 2.4349, 15.2155, 0.0065, -0.0001, 0.0003
Si, 9.5701, 2.2618, 20.3112, 0.0022, 0.0022, 0.0001
Si, 10.5295, 3.6885, 9.1035, 0.0029, 0.0165, 0.0056
Si, 0.125, 2.4847, 11.5961, 0.0041, 0.0051, 0.0041
Si, 11.0693, 8.2399, 15.4561, 0.0057, 0.0082, 0.0078
Si, 5.2065, 6.9978, 13.9616, -0.0013, 0.0054, 0.0004
Si, 5.7526, 2.6783, 11.0587, -0.0019, -0.0009, -0.0005
Si, 8.593, 7.6756, 19.368, -0.0058, -0.0007, -0.0044
Si, 8.1367, 4.8643, 20.609, -0.0012, -0.0008, 0.0076
Si, 5.9972, 9.661, 15.1478, -0.003, 0.0003, -0.0006
Si, 2.1336, 7.6769, 20.3527, 0.0077, 0.0074, -0.0099
Si, 1.9798, 4.9309, 18.7962, -0.0009, 0.0009, -0.0026
Si, 4.5358, 3.4923, 17.984, 0.0011, -0.0018, -0.0039
Si, 8.5225, 8.9807, 16.8213, 0.0011, -0.0001, -0.0002
Si, 0.8629, 9.623, 13.3669, 0.0052, -0.0013, 0.0061
Si, 10.0238, 10.8722, 11.7591, -0.0062, 0.0026, 0.0048
Si, 5.37, 3.7308, 20.9984, -0.0025, 0.0228, -0.0034
Si, 0.6334, 5.6079, 16.273, 0.0021, 0.0026, 0.0078
B, 11.2733, 9.8372, 9.4728, -0.0053, -0.0046, -0.0036
Si, 6.5735, 8.9018, 21.2741, -0.0078, 0.0091, 0.0013
Si, 7.1588, 7.1555, 11.4924, -0.0028, 0.0034, 0.0038
Si, 2.7268, 0.7973, 12.2159, 0.0053, -0.0009, -0.0011
Si, 10.8906, 8.6818, 21.0257, -0.0101, -0.0156, -0.0055
Si, 6.086, 4.3834, 15.5991, 0.004, 0.0027, 0.0046
Si, 7.1518, 0.5631, 12.9068, -0.0041, -0.0019, -0.0042
Si, 4.0288, 2.9756, 8.5827, 0.0098, -0.0043, 0.0084
Si, 0.8453, 6.9116, 11.9075, 0.0074, -0.0011, -0.0073
Si, 6.6415, 9.0486, 9.0763, -0.0078, 0.0252, 0.0248
Si, 0.6908, 3.3152, 21.1192, 0.0076, -0.0175, 0.0057
Si, 9.7987, 6.626, 12.9635, 0.0005, 0.0006, -0.0021
Si, 7.776, 4.5901, 9.7271, -0.0009, -0.0183, 0.0044
Si, 4.0105, 10.1166, 20.1711, 0.0101, -0.0009, 0.0021
Si, 4.3038, 3.1302, 13.4776, 0.0044, -0.0003, -0.0017
Si, 3.9316, 10.0452, 9.7415, 0.0009, 0.0023, -0.0254
Si, 8.0845, 0.832, 17.9893, -0.0014, -0.0029, 0.0039
O, 11.6432, 3.4146, 12.9223, -0.0105, 0.0007, -0.0083
O, 9.3629, 4.3772, 10.0243, -0.0154, -0.0122, -0.0422
O, 8.7978, 3.6093, 19.8382, -0.0011, -0.0023, 0.0179
O, 4.0979, -0.0281, 18.7545, 0.0194, 0.0047, -0.008
O, 11.3322, 4.6373, 15.3495, 0.0035, 0.0196, -0.0051
O, 10.2152, 10.1938, 10.2783, 0.0049, 0.0141, 0.0255
O, 3.8292, 1.618, 13.0978, -0.0067, 0.0145, -0.0149
O, 0.6821, 9.1861, 14.9267, -0.02, -0.0145, -0.0222
O, 6.5089, 1.0947, 18.3253, 0.0045, -0.0114, -0.0233
O, 4.7974, 3.2024, 19.5747, -0.0054, 0.0108, 0.0043
O, 6.3043, 1.2662, 11.6923, 0.0136, 0.0128, 0.0214
O, 0.7576, 9.1827, 9.9978, 0.0217, -0.0266, -0.0007
O, 5.6839, 4.3651, 17.1919, -0.011, -0.0178, -0.0174
O, 8.4086, 7.2729, 12.505, 0.0033, -0.0133, -0.0151
O, 4.3738, 2.6231, 10.1462, 0.0137, 0.0109, -0.0053
O, 2.0942, 5.7017, 15.5378, -0.0167, -0.0002, -0.0214
O, 3.4205, 0.0555, 10.947, -0.0042, -0.0043, 0.0129
O, 5.8757, 7.2599, 12.4891, 0.0056, -0.0038, 0.0057
O, 2.3728, 6.3678, 19.4349, -0.0136, -0.0067, 0.0055
O, 0.7094, 5.0189, 17.7841, 0.0207, 0.0056, 0.0003
O, 8.4758, 10.7761, 12.2615, 0.0029, 0.0205, 0.0067
O, 5.5498, 10.0852, 9.6994, 0.0027, -0.028, -0.0095
O, 0.5942, 8.1663, 20.1998, 0.0201, -0.0022, 0.0228
O, 9.8365, 2.6798, 14.647, -0.0157, 0.0172, 0.0003
O, 2.0616, 10.7023, 13.279, -0.0128, 0.003, -0.0203
O, 9.9995, 9.197, 16.1947, -0.0127, -0.0224, 0.0018
O, 6.2299, 10.4167, 13.7129, 0.014, 0.0071, 0.0085
O, 7.5438, 1.6608, 14.0383, 0.0124, -0.0011, -0.0001
O, 1.6892, 3.9188, 20.0128, -0.0068, 0.0155, -0.0053
O, 5.9575, 5.8525, 14.8821, -0.0131, -0.0028, -0.0063
O, 7.4183, 9.0135, 15.637, 0.0013, 0.0162, 0.0127
O, 1.5531, 1.7264, 11.5989, -0.0017, -0.0034, 0.0194
O, 7.3083, 8.3317, 10.3727, -0.0109, -0.01, -0.0145
O, 4.3396, 2.0448, 17.2399, 0.0184, 0.0142, 0.0187
O, 6.9588, 3.25, 10.1397, 0.005, 0.0315, 0.001
O, 11.6255, 7.1047, 16.4685, 0.0032, 0.0015, -0.0303
O, 8.2204, 10.1735, 17.8508, -0.0038, 0.0075, -0.0278
O, 3.3565, 8.5423, 10.0184, -0.0221, 0.01, -0.0078
O, 7.6299, 3.8745, 15.4963, -0.0088, -0.0199, -0.0047
O, 3.188, 4.3718, 17.8826, 0.0056, -0.0077, 0.0238
O, 2.9417, 3.9837, 13.6333, 0.0179, 0.0184, 0.0108
O, 1.3342, 8.3356, 12.5079, -0.0208, 0.0028, 0.005
O, 1.2543, 5.7977, 13.0015, 0.0089, 0.0126, 0.0011
O, 5.0497, 8.3777, 14.8223, 0.0192, -0.0061, -0.0078
O, 11.1885, 2.4331, 20.3036, -0.0089, 0.0178, 0.018
O, 11.0226, 10.1835, 12.8447, 0.0112, -0.0037, -0.0146
O, 5.3236, 3.6598, 12.3021, -0.0103, -0.0275, 0.0025
O, 5.1266, 3.2746, 14.8682, 0.0103, 0.0253, -0.008
O, 6.5039, 4.8375, 20.5612, 0.0044, -0.0238, -0.0002
O, 8.4653, 1.5724, 16.5898, -0.0149, -0.0002, 0.0016
O, 10.4267, 1.5015, 11.6194, 0.0157, -0.012, 0.0061
O, 10.837, 6.7953, 11.7123, 0.0062, 0, 0.0312
O, 3.2274, 8.7455, 19.8126, -0.0163, -0.0039, 0.0212
O, 1.5422, 6.6969, 10.45, -0.0082, 0.0342, 0.0098
O, 7.1786, 8.1731, 19.9744, 0.0232, 0.0009, 0.0058
O, 8.4907, 7.6207, 17.7346, 0.0048, 0.0227, 0.0148
O, 3.7034, 6.5237, 13.6131, -0.004, -0.0179, 0.0138
O, 9.6123, 5.0608, 13.3771, 0.0233, 0.013, 0.0091
O, 5.5388, 9.9944, 20.7005, 0.0008, -0.0252, -0.0096
O, 10.3429, 7.4802, 14.2213, 0.0145, 0.0011, -0.0014
O, 8.8132, 6.165, 19.92, -0.0065, 0.0084, 0.0056
O, 7.1572, 5.7662, 10.6536, 0.017, 0.0056, -0.0035
O, 5.3413, 10.6233, 16.3185, 0.0138, 0.0036, 0.0049
O, 9.0999, 1.176, 19.2062, -0.0024, 0.0123, 0.0041
O, 11.6877, 3.264, 10.1651, -0.0271, 0.0003, -0.0109
O, 9.7498, 8.7231, 19.8606, -0.0154, -0.0192, 0.005

Results
free energy: -143123.678 eV
free energy less fixed offsets of B -155.45, O -569.03, Si -635.61 eV per atom: -5.658 eV

The program warned: the cutoff lies below the one the program advises for these potential files; the forces do not sum to zero within the program's tolerance; the exchange-correlation potential is rough where the density is thin.
